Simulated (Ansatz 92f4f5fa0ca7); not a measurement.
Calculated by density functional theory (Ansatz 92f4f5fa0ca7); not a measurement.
Periodic cell of 256 atoms, Si144O112, from a study of silicon, its oxide and their interface. The atomic structure is a simulated model.

Settings
functional: r2SCAN
potential files: Ansatz PAW
basis: plane waves
wave-function cutoff: 800 eV
density cutoff ratio: 5
exchange-correlation grid ratio: 1
k mesh: 1 x 1 x 1, shifted by 0.5 0.5 0 of a step
self-consistency stop: 1e-10 eV per atom in the density residual
occupations: fixed
spin: none
net charge: 0

Cell vectors (angstrom)
a 10.887 0 0
b 0 10.887 0
c 0 0 36.1327

Atoms: element, x, y, z (angstrom)
Si -0.1918 -0.1751 -0.4279
Si 2.3187 3.043 0.0734
Si 0.1308 5.2938 -0.0532
Si 3.3325 7.7743 0.0202
Si 5.6953 -0.229 0.2402
Si 7.6686 3.3069 -0.0112
Si 5.3857 5.4581 0.3814
Si 7.7507 8.3416 0.2304
Si 1.1344 1.2948 1.1053
Si 3.9284 4.0473 1.4959
Si 1.4524 6.8125 1.2028
Si 4.1476 9.4377 1.4887
Si 6.8249 1.4877 1.3407
Si 9.4106 4.2092 1.3161
Si 6.7086 6.8552 1.6735
Si 9.54 9.4718 1.2486
Si -0.1231 2.6962 2.6015
Si 2.6133 0.0009 2.5701
Si 0.0503 8.1512 2.6124
Si 2.6453 5.4912 2.7787
Si 5.378 2.6887 2.7587
Si 8.2367 0.067 2.6406
Si 5.3948 8.2 2.9979
Si 8.1793 5.4942 2.8348
Si 1.2771 4.0521 4.0221
Si 4.0019 1.3076 4.0406
Si 1.3349 9.5381 4.0246
Si 4.0071 6.7872 4.2068
Si 6.7664 4.0801 4.0987
Si 9.5189 1.3733 4.0869
Si 6.869 9.6159 4.1041
Si 9.5847 6.8514 4.0935
Si 0.0008 0.0045 5.4301
Si 2.683 2.7131 5.3993
Si -0.0116 5.4275 5.4398
Si 2.6617 8.1971 5.4692
Si 5.4267 0.0158 5.4364
Si 8.1401 2.7177 5.4392
Si 5.4255 5.4287 5.4907
Si 8.2029 8.2139 5.4494
Si 1.3639 1.3592 6.8014
Si 4.0588 4.0483 6.809
Si 1.3408 6.793 6.8076
Si 4.0903 9.5166 6.797
Si 6.7876 1.3722 6.8032
Si 9.5114 4.0733 6.7941
Si 6.8154 6.8265 6.7956
Si 9.5421 9.5502 6.8312
Si 0.0083 2.7349 8.1661
Si 2.747 -0.0054 8.15
Si 0.0004 8.1535 8.1693
Si 2.7106 5.4337 8.1612
Si 5.4503 2.7146 8.1744
Si 8.1763 0.042 8.1735
Si 5.4334 8.1554 8.1794
Si 8.1701 5.4427 8.1443
Si 1.3635 4.0935 9.5546
Si 4.0969 1.3515 9.5223
Si 1.3975 9.4999 9.4981
Si 4.068 6.7625 9.5446
Si 6.8282 4.084 9.5158
Si 9.5606 1.3924 9.5552
Si 6.8088 9.551 9.4982
Si 9.5588 6.7541 9.5138
Si 0.0949 0.0103 10.8507
Si 2.7566 2.7282 10.8767
Si 0.0236 5.4415 10.967
Si 2.6755 8.1042 10.9073
Si 5.4536 0.006 10.8919
Si 8.2341 2.8045 10.9185
Si 5.4328 5.3762 10.8888
Si 8.1873 8.1467 10.773
Si 1.4661 1.3594 12.255
Si 4.0998 4.0101 12.3242
Si 1.35 6.7771 12.4062
Si 4.0508 9.4771 12.1861
Si 6.8483 1.4302 12.1905
Si 9.5904 4.1249 12.4053
Si 6.8152 6.8071 12.1102
Si 9.6264 9.4493 12.0768
Si 0.1434 2.6731 13.6986
Si 2.8385 -0.0217 13.6216
Si -0.0406 8.2396 13.7055
Si 2.7761 5.3856 13.7486
Si 5.5192 2.6685 13.7106
Si 8.2689 -0.0427 13.2975
Si 5.4238 8.0995 13.4674
Si 8.1494 5.6295 13.61
Si 1.5138 3.9642 15.1829
Si 4.6039 0.8414 14.9808
Si 1.1936 9.8459 14.9566
Si 4.3683 6.6284 14.9822
Si 6.5911 4.4469 14.8626
Si 9.7607 1.0017 14.7338
Si 6.8406 9.5486 14.5731
Si 9.0192 7.3838 15.0005
Si -1.1935 4.3297 22.6997
Si -0.4173 20.2174 21.2525
Si 0.0441 26.4247 25.4718
Si -7.6297 15.5159 21.7514
Si 3.4173 2.4638 17.3585
Si 8.8246 0.7295 21.3284
Si 9.0425 6.6441 34.0138
Si 7.697 -5.0725 29.2294
Si -8.5425 11.6887 24.8859
Si -2.5808 8.5709 25.1907
Si -15.5429 -19.7701 32.3004
Si 0.7373 13.3907 29.5184
Si -12.5996 25.3285 27.7992
Si 2.2311 -12.0967 33.8522
Si -15.8945 2.4272 18.7532
Si -6.8196 -8.7754 22.8117
Si 0.0229 27.8039 16.881
Si 1.054 -7.7837 20.8374
Si -5.7816 0.3153 29.9229
Si -8.9549 17.8545 25.2514
Si -5.8751 -4.6047 30.5553
Si 8.6507 1.4715 33.8688
Si -0.882 22.4816 31.3659
Si 24.6459 0.9054 27.8582
Si 14.8446 12.2196 34.1961
Si -7.9734 -6.4942 26.11
Si -21.305 22.6256 22.6616
Si 5.6629 -4.8694 22.6254
Si 13.7544 9.4178 26.4395
Si 5.5536 14.5685 24.6396
Si -8.4122 15.8128 29.2386
Si 3.0805 7.3724 22.6148
Si 7.2516 5.0194 32.034
Si 16.8145 -11.6629 25.8079
Si 3.2615 8.8858 31.0158
Si 8.1978 24.4239 16.8245
Si -8.5576 8.9763 20.0286
Si 0.9007 -3.2581 29.5518
Si 7.9011 3.3636 20.6035
Si -18.0771 0.9793 19.8316
Si 18.279 1.8564 26.0429
Si 20.2645 -2.6565 27.9051
Si 18.8713 20.9544 29.7925
Si -2.3615 7.0913 22.5611
Si -1.133 -2.2907 31.6374
Si -3.3215 0.0899 23.7836
Si -0.8343 4.0046 18.7768
Si 24.2676 18.9058 17.0649
O -2.7988 5.5487 -2.8235
O 1.4431 3.8273 -10.4693
O 2.1233 10.1343 -10.9314
O 4.0362 -0.6043 -5.4017
O -8.1153 8.2731 -17.5014
O -6.4811 6.5733 -0.408
O 8.1623 7.3937 -1.008
O 4.3997 7.7223 -5.1472
O 2.241 -2.94 -9.6261
O 13.7716 1.4299 -9.834
O 7.9841 12.3007 -11.5297
O 2.9035 0.2452 -2.4799
O 2.9922 8.6217 -1.3231
O 8.7192 11.4131 -5.7636
O 10.3144 5.9215 -1.3981
O -1.3062 6.8299 16.4341
O -5.1019 16.5915 31.8668
O -1.357 -3.0766 33.0179
O 0.449 10.1246 22.4064
O 1.9689 9.3618 16.3189
O 1.3166 17.8386 16.901
O 7.4606 3.8837 16.1076
O -14.7235 6.6124 21.9958
O 9.5372 3.2127 17.487
O -8.0889 12.7148 18.7327
O 8.6775 1.4812 15.8462
O 17.2689 3.3298 20.0277
O 3.1839 25.2572 22.8994
O 8.2117 18.2627 24.1212
O 5.7908 10.6145 15.3236
O 0.2424 3.0247 19.4552
O -2.304 -3.9129 28.549
O -3.3425 11.1139 22.1777
O 0.0099 10.9018 15.4091
O 5.4988 2.5681 23.4302
O 5.1938 1.0116 19.179
O -6.234 29.0085 23.0061
O -8.4365 16.8239 22.1998
O -1.0605 12.2188 22.4634
O 17.3605 -6.472 35.7621
O 4.7622 3.2534 17.8723
O 2.998 19.2228 21.3396
O -6.0768 5.1001 21.5434
O 0.3015 4.8731 15.7879
O 4.2726 1.0362 28.7045
O -5.415 5.5024 15.4545
O -4.7541 -15.4802 29.3513
O 4.8358 2.1089 33.1028
O 4.4751 -12.1919 26.2264
O -2.2325 -1.0119 24.2926
O -1.3112 -4.9868 22.4391
O 8.2638 3.6951 22.1587
O -7.9536 10.4703 19.9691
O 0.4886 17.1055 25.2795
O -19.3517 14.8324 20.5388
O 6.4428 -10.283 26.5591
O 20.4515 -11.321 20.5023
O 0.1098 3.88 21.8779
O -9.9082 23.0525 24.1359
O 19.0364 5.4502 30.7517
O -2.0921 4.3805 19.7192
O 2.1896 -3.0832 23.8862
O 7.2369 1.0262 33.1666
O 17.6343 -1.3634 35.8069
O 5.9155 -5.7782 23.9541
O -26.0133 -7.629 25.7408
O -13.8889 8.5299 15.3926
O -1.4941 11.336 34.9018
O 0.0434 19.1003 28.3259
O -7.0864 7.4149 16.3086
O -11.0043 -3.2361 30.8152
O -8.5052 3.354 16.4642
O 4.9507 0.4974 35.138
O -0.1639 16.2876 18.3439
O -9.267 1.6764 28.4682
O 2.3779 8.9925 32.3866
O -15.6953 -0.4137 24.2212
O -11.77 -6.3955 26.7759
O 0.7083 -2.0749 20.1972
O 14.6742 5.3322 30.0909
O 36.146 11.8578 23.7676
O -8.3447 21.0969 27.802
O -20.4628 23.3961 21.4756
O -6.8445 1.6125 21.2862
O 22.1411 -9.4371 30.6843
O 8.5382 13.107 27.1223
O -2.5478 2.8194 34.7105
O 20.2916 8.2079 26.2975
O -3.7419 2.0244 17.8522
O 1.7034 -7.1738 29.9965
O 20.5525 1.6631 32.6326
O -13.3445 1.8651 20.2901
O -1.5307 8.2854 21.8136
O -14.8361 8.8564 26.0259
O 2.9266 -6.3987 27.7363
O 12.3042 -4.7393 29.1884
O 8.6794 -12.1662 28.4092
O 17.2864 21.1717 29.5139
O 8.3227 19.7651 30.8844
O -0.6532 35.7267 28.9219
O 25.9556 14.5092 25.5023
O 10.3998 10.0859 31.8574
O -6.9596 1.2565 16.3983
O 3.1383 2.5011 34.9238
O 1.2185 -6.7533 35.6424
O -7.8177 5.8406 25.4082
O -0.8666 14.9704 24.2577
O 17.8784 14.3089 32.1317
O 11.6693 -0.9279 34.5944
O -5.1028 1.4485 30.8555
O 7.9571 4.4475 28.3957
O 23.9584 8.5402 29.8739

Results
free energy: -155986.550 eV
free energy less fixed offsets of O -570.45, Si -639.56 eV per atom: 0.490 eV

Forces (eV/angstrom), in the order of the atoms: element, x, y, z
Si 0.0289 0.0027 0.2408
Si -0.0496 -0.0292 0.2162
Si 0.0808 -0.0113 0.2447
Si -0.0531 -0.0155 0.2408
Si 0.0467 -0.0402 0.1853
Si -0.0281 0.0048 0.245
Si -0.0306 -0.019 0.1399
Si 0.0221 0.0643 0.1796
Si 0.052 0.0359 -0.0187
Si -0.0228 0.0163 0.0168
Si -0.0044 -0.0005 0.0047
Si 0.0001 0.033 0.032
Si 0.0049 -0.0404 0.0011
Si 0.0305 0.0245 0.0123
Si -0.0273 -0.0228 0.0327
Si -0.0338 -0.0023 -0.0233
Si -0.0184 0.0066 0.016
Si 0.002 -0.0342 0.0125
Si -0.0443 -0.0216 0.0045
Si 0.031 -0.0511 0.0591
Si -0.0165 0.0197 0.0106
Si -0.0073 -0.0112 0.0317
Si 0.0331 0.0065 0.0559
Si -0.0239 0.0406 0.0359
Si 0.0193 0.0059 -0.02
Si 0.0315 0.0146 -0.022
Si 0.0105 -0.0021 -0.0439
Si 0.0065 0.0557 0
Si 0.0048 0.0072 -0.0246
Si -0.0062 0.0025 -0.0389
Si -0.0352 -0.0468 -0.0278
Si -0.0024 -0.0146 0.0076
Si 0.0003 0.0251 0.0126
Si -0.0002 0.0013 0.0062
Si -0.0233 0.0024 -0.0045
Si 0.0313 -0.0211 0.0066
Si 0.0085 -0.0224 -0.0102
Si -0.0059 -0.0051 -0.007
Si -0.0073 0.0268 0.0118
Si -0.003 0.027 0.0041
Si -0.0145 -0.0307 0.0059
Si 0.0121 0.0139 0.0073
Si 0.0105 0.012 0.0087
Si -0.0028 -0.0076 0.0102
Si -0.0017 0.0141 -0.0008
Si -0.0178 -0.0017 0.0024
Si 0.0034 -0.0092 0.0186
Si 0.0013 -0.0048 -0.0022
Si 0.0079 0.0169 -0.011
Si 0.014 0.0105 -0.0071
Si -0.0113 -0.0057 -0.0071
Si -0.0017 0.0103 -0.0028
Si 0.0148 -0.0061 -0.0114
Si -0.0179 -0.0206 -0.0142
Si 0.0058 0.0097 -0.0113
Si 0.0114 0.003 -0.0056
Si 0.0105 -0.0074 -0.0126
Si 0.0111 -0.0051 0.0018
Si -0.0097 -0.0211 -0.0062
Si 0.0102 -0.0151 0.0001
Si -0.021 0.018 0.0001
Si -0.0075 0.0102 -0.0145
Si 0.0242 0.0005 -0.0117
Si -0.0342 0.0237 -0.0157
Si -0.0229 -0.0203 0.0071
Si -0.0087 0.0167 0.0243
Si -0.0189 0.0295 0.0335
Si 0.0129 0.0039 0.0057
Si -0.0016 0.0128 0.03
Si -0.0042 -0.0194 0.0007
Si 0.0296 0.0345 0.0244
Si 0.0152 -0.034 0.0097
Si -0.0017 -0.0087 -0.0302
Si 0.0171 0.0342 -0.0152
Si 0.008 -0.0071 -0.0169
Si 0.0196 -0.0394 -0.0283
Si 0.0364 -0.0431 -0.0397
Si -0.0224 0.0176 -0.0382
Si -0.0239 -0.0024 -0.0597
Si -0.0272 0.0557 -0.0521
Si -0.0301 -0.0126 0.0269
Si -0.0089 -0.0043 -0.036
Si 0.0302 -0.0261 -0.0082
Si 0 0.0151 0.0386
Si 0.0142 0.0405 -0.0125
Si 0.0111 0.0031 -0.026
Si 0.0337 0.0269 -0.0002
Si -0.0006 -0.0282 -0.0293
Si -0.054 0.0559 -0.2381
Si 0.0465 0.0026 -0.258
Si -0.0516 -0.0285 -0.1826
Si -0.0208 -0.0426 -0.2087
Si -0.0445 0.0159 -0.1901
Si 0.0638 0.0314 -0.1517
Si -0.0196 -0.0157 -0.1433
Si 0.0542 0.0119 -0.2314
Si -0.029 -0.066 -0.1982
Si 0.0861 0.002 -0.1989
Si -0.0359 -0.0264 -0.0086
Si -0.0535 -0.0612 -0.1609
Si 0.0183 -0.0282 -0.3393
Si -0.0343 0.049 -0.1811
Si 0.0154 -0.0003 0.3438
Si -0.0483 0.0034 0.265
Si -0.0065 0.0382 -0.0564
Si 0.0033 -0.0115 -0.0297
Si -0.0284 0.01 0.2764
Si -0.0215 -0.0695 0.2148
Si -0.0127 0.0287 0.1281
Si -0.0219 0.0487 0.3336
Si -0.0157 -0.0079 -0.2844
Si -0.0086 -0.0081 -0.2156
Si 0.0185 0.0328 -0.2804
Si -0.0407 0.0027 -0.2914
Si 0.069 -0.0073 0.261
Si 0.02 0.0149 -0.0197
Si 0.0729 0.0302 0.2107
Si -0.0163 0.0428 0.3096
Si -0.0799 -0.0123 0.2788
Si 0.0339 0.0082 0.1686
Si -0.0273 -0.005 0.2483
Si -0.001 0.0255 0.0445
Si -0.0295 -0.0063 -0.161
Si -0.0146 -0.0273 -0.1316
Si -0.0215 0.0439 0.0568
Si 0.0287 0.0041 -0.0676
Si 0.0418 0.061 0.1887
Si 0.0199 0.0317 -0.1912
Si 0.0253 -0.0444 0.2568
Si 0.0207 0.0372 -0.0052
Si -0.0381 0.0162 0.2578
Si -0.0323 0.0271 -0.2595
Si 0.0466 0.0279 -0.3508
Si 0.0009 0.0621 0.2112
Si -0.0397 -0.0003 -0.2721
Si -0.0142 0.0037 -0.2992
Si 0.0324 -0.0149 0.0008
Si -0.0296 0.0092 0.1614
Si 0.024 0.0004 0.2395
Si 0.0516 -0.011 -0.1405
Si -0.0224 0.0165 0.283
Si -0.0002 -0.01 -0.1461
Si -0.0078 0.0623 -0.3148
Si -0.0244 -0.0047 -0.3671
O -0.0609 -0.0641 -0.1324
O 0.0138 -0.0273 -0.0183
O -0.0113 -0.0377 0.0166
O 0.0141 0.0277 -0.0838
O 0.0092 0.048 0.3034
O -0.0153 0.0077 -0.0975
O 0.0416 -0.1013 -0.2017
O 0.0238 -0.034 -0.0668
O 0.0076 -0.0247 0.0082
O 0.0046 0.0266 -0.0429
O 0.0066 0.0384 0.0362
O -0.0127 -0.0196 -0.1244
O -0.0183 0.0519 -0.1964
O -0.0337 0.0043 -0.1188
O -0.0847 0.0612 -0.2094
O 0.0075 -0.0151 0.1549
O -0.0777 0.0437 -0.1057
O 0.0372 0.1025 -0.209
O 0.0236 0.0382 0.0754
O 0.057 -0.0657 0.1638
O 0.0143 0.0234 0.0961
O 0.0439 -0.0514 0.171
O 0.0067 0.0167 0.0411
O 0.0716 0.0215 0.159
O -0.044 -0.0354 0.215
O -0.0644 -0.0017 0.122
O 0.0381 0.0599 0.1651
O 0.003 -0.0135 0.1098
O -0.0001 -0.0064 0.0676
O -0.0256 0.0333 0.0934
O 0.0608 -0.0543 0.1562
O 0.0256 0.0109 -0.0825
O -0.0313 -0.0205 0.123
O 0.0101 0.0094 0.0694
O 0.016 -0.0038 0.0603
O -0.014 -0.0293 0.1003
O 0.0258 0.0007 0.0584
O -0.0302 0.028 0.0877
O 0.0233 0.0158 0.0939
O 0.0247 0.0096 -0.0992
O 0.0494 0.0075 0.1361
O 0.041 -0.0628 0.1602
O 0.0549 0.0049 0.0545
O -0.0922 0.0467 0.1234
O -0.0553 0.0368 -0.1358
O 0.0129 -0.0085 0.0711
O 0.007 0.003 -0.1167
O 0.0855 0.032 -0.1549
O 0.0187 -0.0276 -0.0131
O 0.0211 -0.0153 0.0199
O -0.0018 0.035 0.0548
O 0.0132 0.0238 0.1341
O -0.0274 -0.0194 0.0886
O -0.0161 0.0157 0.0143
O 0.0422 0.0418 0.0819
O -0.0229 0.0005 -0.0046
O -0.0046 -0.0254 0.0521
O -0.0285 0.0434 0.1092
O 0.013 0.0021 0.0975
O 0.0366 0.035 -0.1948
O -0.0595 0.0055 0.161
O -0.0421 0.0228 0.0693
O -0.0241 -0.02 -0.1211
O 0.0089 0.0218 -0.0751
O -0.0057 -0.0153 0.074
O -0.0179 0.0279 0.0192
O 0.0248 -0.046 0.0915
O -0.0856 0.0418 -0.14
O 0.0027 0.0202 -0.0955
O -0.0233 0.0776 0.1593
O 0.071 -0.0591 -0.1328
O 0.0702 -0.0592 0.179
O -0.0516 0.072 -0.1559
O -0.0217 -0.0426 0.179
O 0.0193 -0.0226 -0.0752
O 0.0327 -0.0533 -0.2284
O -0.0319 -0.0156 0.0501
O 0.018 0.0196 -0.0366
O -0.0863 -0.0042 0.116
O -0.0719 -0.0551 -0.0959
O -0.0171 -0.0549 0.0737
O -0.0368 -0.0396 -0.0564
O 0.0093 -0.0552 0.0986
O 0.0261 0.0591 0.2099
O 0.0845 0.0654 -0.1536
O -0.0087 -0.0352 -0.036
O 0.0511 -0.0633 -0.1985
O 0.0175 0.0012 -0.0955
O -0.0824 -0.013 0.1489
O -0.0046 0.0223 -0.051
O 0.0779 -0.0251 -0.2115
O 0.0528 -0.0426 0.0901
O -0.063 -0.0659 0.0792
O -0.0132 -0.0403 0.0296
O 0.0165 -0.0384 -0.1335
O -0.0071 -0.061 -0.0747
O 0.0434 -0.0232 -0.133
O 0.0001 -0.0195 -0.0884
O -0.0453 0.0199 -0.1211
O -0.0291 0.0398 -0.0743
O -0.0268 -0.011 0.0249
O 0.0096 0.0026 -0.0731
O -0.0756 0.0503 0.2148
O 0.0767 0.0035 -0.1593
O 0.0054 -0.0165 -0.0762
O 0.0265 -0.0167 -0.01
O 0.0223 -0.0067 0.096
O 0.0085 0.0331 -0.0773
O 0.0797 -0.0514 -0.1463
O -0.0312 -0.0452 -0.182
O 0.027 -0.0625 -0.0939
O -0.0605 -0.0126 -0.1336

The program warned: the cutoff lies below the one the program advises for these potential files; the forces do not sum to zero within the program's tolerance; empty levels may hold ghost states of the PAW files; the exchange-correlation potential is rough where the density is thin.
